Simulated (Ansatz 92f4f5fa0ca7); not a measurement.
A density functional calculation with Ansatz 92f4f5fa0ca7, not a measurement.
Periodic cell of 288 atoms, Si196O92, from a study of silicon, its oxide and their interface. The atomic structure is a simulated model.
Doubt: the cutoff is far below the 930 eV that the study's wrapper takes by default for these files, so forces and energies are approximate.

Settings
functional: PBE
potential files: Ansatz PAW
basis: plane waves
wave-function cutoff: 580 eV
density cutoff ratio: 5
exchange-correlation grid ratio: 1
k mesh: 1 x 1 x 1, Gamma-centred
self-consistency stop: 5e-08 eV per atom in the density residual
occupations: fixed
spin: none
net charge: 0

Cell vectors (angstrom)
a  11.6015  0  0
b  0  10.938  0
c  0  0  40.3298

Atoms and the computed forces on them: element, x, y, z (angstrom), force x, y, z (eV/angstrom)
Si  0  0  0.9665  -0.0129  0.0897  -0.0214
Si  3.8672  0  0.9665  0.0037  -0.0031  -0.005
Si  7.7343  0  0.9665  0.0035  0.0606  -0.0364
Si  1.9336  1.3673  0.9665  -0.0002  -0.0551  0.0052
Si  5.8008  1.3673  0.9665  -0.0086  -0.0356  0.0168
Si  9.6679  1.3673  0.9665  0.0039  -0.007  0.0152
Si  0  5.469  0.9665  0.0081  0.0837  -0.0037
Si  3.8672  5.469  0.9665  -0.0076  0.0192  0.0041
Si  7.7343  5.469  0.9665  0.011  0.0505  -0.0261
Si  1.9336  6.8362  0.9665  -0.0011  -0.014  0.0165
Si  5.8008  6.8362  0.9665  0.0034  -0.0163  0.0054
Si  9.6679  6.8362  0.9665  -0.0028  -0.0339  0.0051
Si  1.9336  2.7345  39.3627  0.0209  0.095  -0.0794
Si  5.8008  2.7345  39.3627  0.018  0.0527  -0.0609
Si  9.6679  2.7345  39.3627  0.0309  0.0009  -0.0151
Si  0  4.1018  39.3627  -0.03  -0.0979  -0.0036
Si  3.8672  4.1018  39.3627  0.0329  0.0177  0.0566
Si  7.7343  4.1018  39.3627  -0.0077  -0.0775  -0.0148
Si  1.9336  8.2035  39.3627  0.0071  0.0178  0.0255
Si  5.8008  8.2035  39.3627  -0.0102  -0.013  0.0286
Si  9.6679  8.2035  39.3627  -0.0151  0.0131  0.0345
Si  0  9.5708  39.3627  0.0005  -0.1373  -0.0524
Si  3.8672  9.5708  39.3627  -0.0037  0.025  0.031
Si  7.7343  9.5708  39.3627  0.015  -0.1303  -0.0731
Si  0  0  4.8337  -0.0586  0.0047  0.0616
Si  3.8672  0  4.8337  -0.0212  0.044  -0.0665
Si  7.7343  0  4.8337  -0.0489  0.0253  -0.061
Si  1.9336  1.3673  4.8337  0.0021  -0.1292  0.0529
Si  5.8008  1.3673  4.8337  -0.0428  -0.1839  -0.0023
Si  9.6679  1.3673  4.8337  0.0753  -0.1423  -0.1471
Si  0  5.469  4.8337  0.0685  -0.0582  0.0265
Si  3.8672  5.469  4.8337  -0.0536  -0.0012  -0.0054
Si  7.7343  5.469  4.8337  0.0201  -0.0044  -0.1918
Si  1.9336  6.8362  4.8337  -0.0479  -0.0647  -0.0988
Si  5.8008  6.8362  4.8337  -0.015  -0.1519  -0.1005
Si  9.6679  6.8362  4.8337  -0.0664  -0.073  -0.0486
Si  1.9336  2.7345  2.9001  -0.015  0.0684  0.0183
Si  5.8008  2.7345  2.9001  -0.0029  0.0644  0.0156
Si  9.6679  2.7345  2.9001  -0.0114  0.0155  -0.0091
Si  0  4.1018  2.9001  -0.0147  -0.0506  -0.0204
Si  3.8672  4.1018  2.9001  -0.0124  -0.0251  0.0076
Si  7.7343  4.1018  2.9001  0.0028  -0.0018  -0.0358
Si  1.9336  8.2035  2.9001  -0.0101  0.0098  -0.0282
Si  5.8008  8.2035  2.9001  -0.008  0.0083  -0.024
Si  9.6679  8.2035  2.9001  0.0171  0.0143  -0.0344
Si  0  9.5708  2.9001  0.005  -0.0922  0.0246
Si  3.8672  9.5708  2.9001  -0.0144  -0.0299  0.0227
Si  7.7343  9.5708  2.9001  0.0051  -0.0419  0.0029
Si  3.9553  0.9982  29.1425  -0.2305  0.2892  0.1263
Si  6.5318  -0.604  29.3952  0.1083  -0.1393  0.3969
Si  3.8031  2.3139  21.7917  0.3335  -0.0097  0.1232
Si  1.7776  -2.6863  31.0075  -0.3512  -0.2007  -0.1878
Si  10.1421  6.499  20.7129  0.0277  -0.0766  0.3843
Si  11.5549  -1.0622  31.2629  0.129  0.4488  -0.3434
Si  1.4472  6.0576  32.1273  -0.1113  -0.0047  -0.0312
Si  5.7334  8.2008  31.7575  -0.1906  -0.2639  -0.08
Si  3.0201  7.1502  22.9383  0.0888  0.1222  -0.047
Si  -0.5092  11.3301  22.5554  0.4891  -0.0621  0.1752
Si  3.0783  4.428  31.1726  0.1529  0.1777  -0.1164
Si  5.3698  3.6317  32.0938  -0.5448  0.1347  -0.279
Si  5.4361  1.0197  24.098  -0.299  -0.0629  0.2276
Si  0.6734  -0.3095  25.2954  -0.1463  -0.0303  0.3173
Si  13.5865  2.3791  31.3151  0.1854  -0.1457  -0.2547
Si  -0.2188  2.8754  30.5218  0.1601  -0.106  -0.2103
Si  2.8983  7.4732  29.0338  -0.5356  0.1225  -0.1291
Si  3.6089  8.9993  32.3457  -0.0031  -0.0133  -0.0457
Si  7.5884  9.6706  31.467  0.0151  -0.0331  -0.1517
Si  3.0809  9.665  26.9911  -0.1272  -0.1099  -0.1039
Si  7.6206  4.4102  31.4702  0.1054  0.2438  -0.0549
Si  -1.7876  14.3802  32.1166  -0.4118  0.1349  0.2008
Si  8.6729  11.5579  27.5098  0.1244  -0.2744  0.1332
Si  9.9115  6.9929  28.9339  0.1771  -0.0866  -0.0342
Si  -0.0242  0.062  33.4073  -0.0053  0.0324  0.0477
Si  3.8029  0.0465  33.6128  -0.0293  -0.047  -0.0109
Si  7.6438  0.1906  33.3756  0.268  0.0212  -0.005
Si  1.9023  1.4042  33.4889  -0.0705  -0.0224  0.1105
Si  5.6634  1.5594  33.4452  -0.1588  0.0759  0.0436
Si  9.6486  1.5105  33.5229  -0.0824  -0.1578  -0.0197
Si  -0.4739  5.1652  33.2988  0.1486  0.2649  -0.1673
Si  4.2636  5.266  33.5885  0.3904  -0.0206  0.5117
Si  7.8268  5.642  33.4892  -0.0081  0.0545  0.247
Si  2.777  7.1876  33.65  0.2045  -0.4859  0.0362
Si  5.9105  6.9011  33.6626  0.3697  -0.1563  0.3515
Si  9.7006  7.0454  33.5456  0.0793  -0.1074  0.0067
Si  1.9011  2.7495  35.4558  0.024  0.1137  -0.0344
Si  5.8141  2.7327  35.4986  -0.0326  0.0658  0.057
Si  9.6591  2.7401  35.5313  -0.0876  0.0767  -0.0054
Si  -0.0332  4.1379  35.4433  0.1114  -0.0656  -0.0381
Si  3.8752  4.0603  35.552  0.0836  -0.0701  0.0832
Si  7.7508  4.1585  35.4315  0.0246  -0.1224  -0.1857
Si  1.9725  8.267  35.5641  0.0813  -0.0286  0.0072
Si  5.8304  8.2854  35.5491  -0.029  0.1251  -0.1202
Si  9.6774  8.2737  35.5263  0.0514  0.1247  -0.1208
Si  0.0085  9.6278  35.4073  -0.0838  0.0183  -0.0365
Si  3.8897  9.6366  35.5421  -0.0082  -0.0145  0.0662
Si  7.7433  9.6901  35.4026  -0.1685  0.0564  -0.0205
Si  0  0  37.4291  0.1191  0.1022  -0.2888
Si  3.8672  0  37.4291  0.0934  0.4208  0.494
Si  7.7343  0  37.4291  0.0339  0.1721  -0.162
Si  1.9336  1.3673  37.4291  -0.0855  0.0608  -0.2165
Si  5.8008  1.3673  37.4291  0.1284  -0.0141  0.0847
Si  9.6679  1.3673  37.4291  -0.0343  -0.0861  0.2087
Si  0  5.469  37.4291  -0.0003  0.1521  -0.3481
Si  3.8672  5.469  37.4291  -0.0459  0.081  0.0285
Si  7.7343  5.469  37.4291  -0.012  0.0721  -0.2537
Si  1.9336  6.8362  37.4291  -0.0361  -0.0137  0.1659
Si  5.8008  6.8362  37.4291  0.0807  0.123  0.0517
Si  9.6679  6.8362  37.4291  -0.074  0.1411  0.0296
Si  1.9288  2.6749  6.8039  0.0927  0.0081  -0.0682
Si  5.7851  2.7155  6.7663  -0.0217  0.0836  0.0818
Si  9.6829  2.7028  6.7583  0.0003  0.0279  0.0304
Si  0.013  4.0749  6.7641  0.0462  -0.0528  0.0493
Si  3.845  4.0713  6.7488  0.0056  -0.1412  0.037
Si  7.74  4.0367  6.7007  -0.0137  0.0079  0.033
Si  1.9086  8.2011  6.7509  -0.0346  -0.0218  0.0598
Si  5.7733  8.1885  6.7483  -0.0008  0.0988  -0.0174
Si  9.6367  8.1867  6.7642  -0.0443  0.0311  0.0356
Si  -0.0323  9.5601  6.7811  -0.0108  -0.1095  0.062
Si  3.8457  9.5495  6.7469  0.0015  -0.0603  0.045
Si  7.7015  9.5583  6.7522  -0.0758  -0.0238  0.02
Si  -0.0445  -0.0782  8.7703  0.1478  0.0785  0.0531
Si  3.909  -0.1153  8.7274  0.0755  0.0495  0.0709
Si  7.6641  -0.0205  8.6857  0.0096  0.1164  0.0453
Si  1.9142  1.2382  8.7273  -0.0374  -0.0864  -0.0092
Si  5.7265  1.3887  8.7387  -0.0863  -0.1845  -0.1145
Si  9.6165  1.3212  8.6787  -0.1363  0.0004  0.1438
Si  -0.021  5.447  8.6912  -0.0854  0.1246  0.0646
Si  3.8278  5.4055  8.6859  -0.0402  0.1714  -0.0638
Si  7.6578  5.344  8.6285  0.0585  0.1478  -0.1322
Si  1.9359  6.8597  8.6968  0.0946  -0.0129  0.1659
Si  5.7729  6.7514  8.6131  0.0027  -0.2138  0.0418
Si  9.6239  6.7614  8.658  0.0198  -0.116  0.0962
Si  0.6144  -1.6602  18.7555  0.1099  -0.1428  0.1045
Si  7.4278  4.0147  10.5856  -0.108  -0.1371  0.1277
Si  7.2439  4.5264  14.4646  0.0757  0.1254  -0.0874
Si  -2.2486  1.1549  12.4141  0.0333  0.0899  0.0205
Si  -0.2063  0.0364  12.7028  -0.276  -0.313  -0.4842
Si  2.0693  6.3556  12.2149  -0.1685  0.1203  -0.1697
Si  0.6503  3.6085  14.1144  0.2101  -0.0631  0.0388
Si  2.1383  8.2245  10.6875  -0.051  -0.1846  -0.0384
Si  14.665  11.1895  13.7255  -0.0539  0.0434  -0.0022
Si  0.0964  9.4982  10.7487  -0.0065  0.1241  0.2908
Si  -0.194  14.9976  10.6108  -0.2013  -0.0969  -0.0078
Si  8.3493  14.8791  20.8483  0.0359  0.2287  -0.2651
Si  -5.2109  4.5663  18.7159  -0.1942  0.187  0.05
Si  6.0472  -3.1025  10.6547  0.0003  0.2211  -0.0038
Si  13.3457  2.6624  10.5936  -0.1076  0.002  0.0936
Si  -1.6699  2.8381  18.3893  0.1638  0.1494  -0.0623
Si  9.3593  6.7923  12.49  -0.0633  0.3278  -0.0314
Si  5.1605  0.3875  12.2705  0.2605  -0.1357  0.1101
Si  4.3499  6.5305  17.7369  -0.0544  -0.1557  0.1322
Si  5.5727  2.6357  16.2854  -0.0548  0.0969  0.0474
Si  9.4918  6.14  24.9877  0.0842  0.1699  0.1473
Si  -1.8539  8.1286  10.5833  0.2246  0.0847  0.1106
Si  7.5544  10.4998  12.5934  -0.0638  -0.1681  -0.1098
Si  5.4697  2.5433  10.8266  0.3099  -0.0227  0.0615
O  11.5301  -40.3745  27.4047  0.1058  0.2592  0.1813
O  11.3459  16.7112  21.5452  -0.0439  -0.0235  -0.0931
O  2.5197  11.2031  15.3478  0.0512  -0.1404  -0.0849
O  -8.2421  -3.4518  21.3686  -0.0271  0.0334  -0.0398
O  32.3825  -6.0957  25.9707  -0.1309  -0.1408  0.0181
O  14.3978  -20.5819  30.2719  -0.0115  0.0954  0.2497
O  4.1842  12.4653  20.3775  -0.0088  -0.0103  -0.0446
O  2.4566  28.7941  13.7129  0.1573  0.0916  0.215
O  39.1685  -20.6364  22.8976  -0.0736  0.0354  -0.0398
O  5.0537  27.364  18.7963  0.109  -0.0497  -0.0451
O  -4.01  -5.3708  18.2562  0.004  0.0441  -0.0029
O  3.7098  16.694  23.3968  0.012  -0.0895  0.0699
O  40.891  18.7422  24.6003  0.0426  0.0223  -0.0805
O  19.4837  -5.5155  15.6684  -0.1081  0.082  -0.1213
O  29.3852  16.9006  22.6675  0.0555  0.031  -0.0758
O  -0.5922  21.0049  19.5011  -0.1163  0.0374  -0.0218
O  1.4397  17.8016  23.2269  0.0128  -0.064  -0.0313
O  15.5941  3.0023  16.0662  0.1391  -0.0844  -0.0238
O  26.4146  5.1662  11.9097  -0.0436  -0.0937  -0.3858
O  13.1715  19.7464  19.9889  -0.0001  0.0747  -0.01
O  19.9533  28.4103  23.8859  -0.1251  -0.0003  -0.1101
O  37.5414  -12.3214  13.3614  0.139  0.255  0.0384
O  18.9061  -13.5778  15.151  0.095  -0.0985  -0.0208
O  29.2341  8.8519  28.8184  -0.1819  0.0609  -0.1632
Si  1.5885  9.9624  16.0003  -0.0311  0.1668  -0.0005
Si  9.4014  13.5133  14.2562  0.4244  -0.3117  -0.2775
Si  4.2183  9.5198  10.7471  0.1284  -0.1678  -0.016
Si  14.475  15.0541  16.4602  -0.2306  0.0987  -0.0483
Si  -4.41  5.9628  11.9455  -0.0712  -0.0801  -0.0839
Si  12.6193  3.8398  18.8158  -0.0676  -0.0617  -0.202
Si  9.7129  8.4617  31.6139  -0.2103  -0.2654  -0.1296
Si  -18.3385  19.8181  24.7495  -0.1584  -0.1905  0.0739
Si  28.5477  3.6624  25.2325  -0.1994  0.1371  0.332
Si  -4.6051  -3.6788  23.3322  -0.1223  -0.223  0.3364
Si  10.2485  9.7242  20.9205  0.3697  -0.6002  -0.2875
Si  14.7357  8.3748  20.0215  -0.0388  -0.2399  0.0415
Si  4.9214  21.9966  19.9282  -0.3028  -0.0532  -0.0241
Si  5.2547  7.5198  29.5134  0.6136  0.1045  0.1548
Si  31.3756  14.6419  26.6556  0.1015  0.1174  0.0545
Si  24.676  12.6555  12.7466  0.0508  0.2755  0.1405
Si  8.6706  16.2646  17.0707  0.1264  -0.0029  0.2689
Si  3.4792  14.417  27.5191  -0.4039  0.5765  0.3145
Si  -5.6095  11.2689  16.8718  0.0656  -0.1463  -0.1422
Si  11.7866  4.4  28.7297  0.2492  -0.0321  -0.0261
Si  11.9995  5.6043  23.0184  -0.1266  0.1779  0.2289
Si  28.9581  8.4439  15.6619  0.0549  -0.0594  0.0723
Si  11.4924  16.3183  12.5895  0.1431  -0.1181  -0.1833
Si  30.6777  -0.7708  21.6971  -0.3336  -0.4108  0.2001
Si  14.0785  5.121  28.9279  0.1195  -0.5538  -0.0254
Si  10.9287  28.4147  18.4737  -0.0063  -0.0045  -0.1263
Si  22.655  10.0376  14.9126  -0.0346  -0.0318  -0.0737
Si  -4.1963  -5.5627  29.1979  -0.1179  -0.1447  0.3888
Si  9.426  -8.2408  10.5941  0.0919  0.0257  0.0375
Si  20.1124  8.5627  14.0226  -0.2519  -0.1054  -0.3734
Si  7.7804  9.4238  10.5164  0.065  0.0054  0.0228
Si  16.6416  4.8434  23.1612  -0.009  0.2756  -0.0514
Si  11.185  0.7802  29.5223  -0.0715  -0.0166  0.0754
Si  13.0683  13.8578  21.8599  -0.152  0.2488  -0.0807
Si  -2.6618  22.674  16.5957  0.2125  0.1227  -0.0596
Si  10.0236  8.9142  26.6184  0.0172  -0.0132  -0.1376
Si  -3.4329  12.223  22.7378  -0.1328  0.4009  0.0946
Si  3.1191  19.1961  14.3149  -0.088  -0.1335  0.1268
Si  0.816  2.0338  27.0635  -0.1717  0.0728  0.0806
Si  3.6075  15.012  10.6504  -0.3138  0.1996  0.2572
O  5.4436  33.1401  18.4044  0.0183  -0.0229  0.1771
O  -6.9287  14.658  22.004  -0.0733  -0.1113  -0.1706
O  9.2991  1.3926  18.0645  -0.0768  -0.1331  -0.0261
O  -8.1352  10.8436  28.0371  0.033  -0.0761  -0.0307
O  7.5927  10.8698  16.8171  0.0058  -0.0831  0.0675
O  1.0999  25.9806  22.9858  0.0337  -0.2461  -0.0907
O  -9.1633  -2.3728  15.7777  0.0815  -0.0961  0.0434
O  -5.3348  -29.4764  14.9731  -0.1291  0.0783  -0.003
O  28.4682  33.1629  29.868  0.0469  -0.1279  0.1404
O  -0.0538  13.6457  18.3354  -0.0778  0.0213  0.0404
O  15.0911  -5.3017  16.6541  0.0377  0.038  -0.1253
O  8.5589  23.8383  15.5179  -0.1073  -0.0953  0.1541
O  1.7033  25.9617  15.3103  0.0027  0.0798  0.0225
O  32.9398  33.4392  28.7484  0.0395  -0.0912  -0.0304
O  30.4381  0.2624  28.1968  -0.0498  0.099  -0.2165
O  22.4936  13.9493  14.8549  -0.3861  -0.02  -0.2097
O  12.0079  -9.291  21.9553  -0.1058  -0.0802  0.0718
O  46.831  -5.618  18.4629  -0.1208  0.1646  0.0328
O  4.3833  19.8964  26.2986  0.1195  0.0738  0.0389
O  13.9337  2.5458  26.7788  0.0065  -0.0478  0.0264
O  8.3541  -4.3292  28.6985  0.0924  0.1166  -0.0944
O  -2.5782  -0.7053  26.5581  -0.0742  0.1633  0.0158
O  53.6661  -13.2642  22.3986  0.1045  0.4529  -0.364
O  9.3884  14.822  17.2663  0.0212  -0.0405  -0.0098
O  3.4449  7.488  18.688  -0.0232  0.0808  -0.0503
O  9.8302  -4.4968  17.2519  0.0358  0.0084  -0.0791
O  -2.0065  7.5579  25.8203  -0.002  -0.0966  0.0125
O  13.7999  -0.6287  25.7683  0.1599  0.0504  0.0084
O  11.4182  -1.4956  25.9984  0.0292  0.0722  -0.0437
O  -3.0616  14.805  13.7079  0.0241  0.0632  0.114
O  -13.1396  40.04  30.5259  -0.0475  0.1374  0.1708
O  -2.947  23.98  26.7613  -0.0619  0.0143  -0.0792
O  17.0046  21.3064  24.3822  0.112  0.1289  -0.0384
O  40.9276  10.6433  20.9334  0.2086  -0.0303  0.0388
O  12.9649  21.1229  17.6216  0.0835  0.0312  -0.0049
O  21.7721  19.0159  21.2478  -0.0387  0.3054  -0.0492
O  -17.7485  -47.2585  16.9238  0.0408  0.1062  -0.1247
O  -30.0693  8.0713  14.4401  -0.0713  -0.0193  -0.1476
O  6.8667  3.9395  20.1369  0.0637  -0.0669  0.1374
O  13.9565  14.5851  17.9309  -0.0249  -0.0562  0.0564
O  34.0844  5.7568  24.2122  0.1049  -0.1056  -0.1139
O  9.7132  0.9842  23.2623  -0.1353  0.1557  0.0079
O  21.8543  0.0712  15.9843  -0.0899  -0.0629  0.1601
O  -2.0915  14.2906  19.8617  0.0378  -0.1034  0.0447
O  -2.787  16.4653  21.0944  0.0101  -0.0681  0.0447
O  22.4824  16.6958  28.4866  -0.1763  0.0001  0.0172
O  35.5349  11.8919  28.312  -0.0512  -0.1612  0.0076
O  3.6052  -46.2828  23.8066  0.0134  0.0353  0.0033
O  -11.5274  -3.0141  18.0397  -0.0076  0.0481  -0.0272
O  -6.6411  12.9826  25.2808  0.047  -0.063  -0.1538
O  0.2616  -9.7159  25.7573  0.0283  -0.0836  -0.0176
O  21.594  8.7593  14.7569  0.1648  0.3634  0.1613
O  -28.6307  14.2916  17.6448  -0.0095  -0.0731  -0.0695
O  27.5433  -6.6469  26.3884  0.2995  -0.1734  -0.2941
O  -3.3594  2.8346  22.0529  -0.0409  -0.3894  0.259
O  35.2407  21.5142  23.6869  -0.1592  0.1034  -0.3195
O  -12.9649  19.3328  28.1594  0.0311  0.0638  0.1068
O  2.3303  8.4408  27.7781  0.1809  -0.0604  0.0025
O  27.1403  -1.1659  19.9933  0.1022  0.1488  -0.0303
O  16.9568  -0.9441  16.0495  -0.0524  0.0615  0.0832
O  17.4979  6.037  29.0313  -0.1345  0.2163  0.0056
O  18.4817  3.8455  25.6981  0.0869  -0.0776  -0.0574
O  1.3488  -18.2412  20.382  0.0828  -0.0736  0.1988
O  8.6851  -22.7382  20.606  -0.1892  -0.0508  -0.1952
O  52.8812  5.4971  13.4021  0.0095  -0.0315  0.1081
O  27.5687  2.4214  28.4186  0.1413  -0.2417  0.0551
O  53.4007  23.3484  23.8781  0.3293  0.0451  -0.2103
O  -3.845  -6.8146  28.194  -0.0599  -0.1141  -0.1332

Results
free energy: -176907.558 eV
free energy less fixed offsets of O -568.88, Si -635.61 eV per atom: 8.962 eV

The program warned: the cutoff lies below the one the program advises for these potential files; the forces do not sum to zero within the program's tolerance; the exchange-correlation potential is rough where the density is thin.
